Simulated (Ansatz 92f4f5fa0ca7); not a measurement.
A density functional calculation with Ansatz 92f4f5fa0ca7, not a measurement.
Periodic cell of 256 atoms, Si144O112, from a study of silicon, its oxide and their interface. The atomic structure is a simulated model.
Doubt: the cutoff is far below the 930 eV that the study's wrapper takes by default for these files, so forces and energies are approximate.
This geometry differs little from another in the collection (a relaxation step or a small displacement).

Settings
functional: PBE
potential files: Ansatz PAW
basis: plane waves
wave-function cutoff: 580 eV
density cutoff ratio: 5
exchange-correlation grid ratio: 1
k mesh: 1 x 1 x 1, Gamma-centred
self-consistency stop: 5e-08 eV per atom in the density residual
occupations: fixed
spin: none
net charge: 0

Cell vectors (angstrom)
a	10.938	0	0
b	0	10.938	0
c	-0.5492	4.6506	36.598

Atoms: element, x, y, z (angstrom)
Si	1.0864	3.0159	29.2024
Si	3.9031	5.7259	29.0559
Si	0.4531	9.009	29.0532
Si	3.3621	0.8027	29.154
Si	-4.8479	3.4063	29.1585
Si	-2.2315	6.3218	29.1144
Si	6.4239	8.5305	29.1898
Si	-1.6536	0.4624	29.181
Si	2.2182	4.6881	30.3877
Si	4.9205	7.316	30.4917
Si	2.1744	-0.8705	30.3398
Si	4.8967	1.9208	30.5275
Si	-3.2658	4.6323	30.4091
Si	-0.6066	7.4176	30.4346
Si	7.6285	10.1782	30.3855
Si	-0.4841	1.924	30.559
Si	0.8068	6.0375	31.7665
Si	3.5415	8.7403	31.783
Si	0.8744	0.492	31.8384
Si	3.5308	3.3227	31.8475
Si	6.3157	5.9712	31.8405
Si	8.9789	8.8005	31.8144
Si	6.2842	11.4866	31.827
Si	-1.9114	3.296	31.8215
Si	-0.5492	4.6506	33.1798
Si	2.1853	7.3851	33.1798
Si	-0.5492	10.1196	33.1798
Si	2.1853	1.9161	33.1798
Si	4.9198	4.6506	33.1798
Si	7.6543	7.3851	33.1798
Si	4.9198	10.1196	33.1798
Si	7.6543	1.9161	33.1798
Si	1.3673	-1.3673	3.418
Si	4.1018	1.3673	3.418
Si	1.3673	4.1018	3.418
Si	4.1018	-4.1018	3.418
Si	6.8362	-1.3673	3.418
Si	-1.3673	1.3673	3.418
Si	6.8362	4.1018	3.418
Si	-1.3673	6.8362	3.418
Si	2.7176	0.0145	4.8281
Si	5.4943	2.6987	4.7937
Si	2.7759	5.4325	4.685
Si	5.4274	-2.6928	4.7524
Si	-2.7409	0.0089	4.81
Si	-0.0092	2.7405	4.7782
Si	8.2127	5.474	4.7888
Si	-0.0348	-2.7001	4.7911
Si	1.3378	1.3857	6.2061
Si	4.1109	4.0806	6.0929
Si	1.3931	-4.1456	5.9716
Si	4.0909	-1.3442	6.2132
Si	-4.125	1.3499	6.2406
Si	-1.3564	4.1148	6.1727
Si	6.8283	-4.0438	6.0719
Si	-1.3651	-1.3233	6.2352
Si	-0.2257	0.2666	7.6123
Si	2.4881	3.035	7.4347
Si	0.2897	-5.6327	7.3826
Si	2.9916	-3.1154	7.3009
Si	5.6124	-0.1931	7.6378
Si	-2.4871	2.5223	7.4894
Si	5.315	5.654	7.3624
Si	-3.0691	-2.4424	7.4307
Si	0.8181	3.2834	34.547
Si	3.5526	6.0179	34.547
Si	0.8181	8.7524	34.547
Si	3.5526	11.4869	34.547
Si	6.2871	3.2834	34.547
Si	-1.9164	6.0179	34.547
Si	6.2871	8.7524	34.547
Si	-1.9164	0.5489	34.547
Si	2.1853	4.6506	35.9143
Si	4.9198	7.3851	35.9143
Si	2.1853	10.1196	35.9143
Si	4.9198	1.9161	35.9143
Si	-3.2837	4.6506	35.9143
Si	-0.5492	7.3851	35.9143
Si	-3.2837	-0.8184	35.9143
Si	-0.5492	1.9161	35.9143
Si	1.3673	1.3673	0.6835
Si	4.1018	4.1018	0.6835
Si	1.3673	6.8362	0.6835
Si	4.1018	-1.3673	0.6835
Si	6.8362	1.3673	0.6835
Si	-1.3673	4.1018	0.6835
Si	6.8362	-4.1018	0.6835
Si	-1.3673	-1.3673	0.6835
Si	0	0	2.0507
Si	2.7345	2.7345	2.0507
Si	0	5.469	2.0507
Si	2.7345	-2.7345	2.0507
Si	5.469	0	2.0507
Si	8.2035	2.7345	2.0507
Si	5.469	5.469	2.0507
Si	8.2035	-2.7345	2.0507
Si	5.1622	-3.5878	11.5515
Si	-1.5631	-2.3008	16.1942
Si	1.1667	-0.771	15.4728
Si	0.7964	3.8436	26.2801
Si	2.9975	5.8985	26.068
Si	2.5677	2.4939	12.2058
Si	3.252	-4.9925	14.9902
Si	5.0169	5.0611	23.8228
Si	0.2187	0.6423	12.9007
Si	1.0442	2.0637	23.9123
Si	4.2873	1.769	9.7729
Si	6.7742	-0.5517	15.6236
Si	6.5847	-0.6519	25.1947
Si	5.7298	8.8967	20.5576
Si	-0.1731	8.0919	18.7528
Si	-1.9247	2.0463	17.6501
Si	8.088	-4.3879	14.5377
Si	2.8679	0.984	17.36
Si	0.3229	9.9468	23.7755
Si	2.019	1.5543	20.1917
Si	0.4162	-1.1422	10.426
Si	5.5133	0.0392	18.3211
Si	-2.1681	8.2907	24.5462
Si	5.3892	-2.8008	14.3418
Si	3.7492	2.5386	22.5556
Si	-1.4898	5.8393	26.0896
Si	2.9698	3.0399	15.2902
Si	7.8562	-5.0162	11.5718
Si	-1.1887	-3.7867	9.5519
Si	-2.4467	4.0815	15.899
Si	6.6379	3.8967	9.6718
Si	-3.2797	1.7943	26.8865
Si	2.6772	-2.8831	10.2696
Si	2.8965	-5.352	11.9837
Si	0.1523	3.4298	21.3555
Si	1.2498	9.5079	20.8179
Si	3.3369	7.5346	19.442
Si	0.329	3.7434	16.9189
Si	6.0191	0.3237	22.308
Si	7.1581	1.7185	20.0116
Si	-2.3052	1.4232	14.7477
Si	1.6888	8.5077	26.2703
Si	1.176	5.4993	19.4288
Si	7.5943	3.8834	24.6661
Si	7.1721	6.8436	22.2497
Si	-2.8415	4.0878	21.538
Si	2.3474	-3.0133	16.8033
Si	4.4521	9.8569	27.0302
O	-0.4228	-2.5039	10.165
O	1.194	-0.1145	13.9817
O	1.3852	4.1772	7.9319
O	0.4115	-0.2449	9.0511
O	6.7678	-1.3339	8.0358
O	-0.2225	4.934	25.6394
O	7.0696	3.2414	20.5908
O	7.8723	3.208	8.8659
O	5.0098	9.9868	25.5004
O	1.9331	7.0439	25.6031
O	6.0561	9.6661	19.1461
O	2.0125	-0.0248	20.5445
O	-0.3728	2.5323	17.7791
O	7.5692	7.4502	28.6694
O	2.1533	-4.2786	10.9874
O	-0.234	-4.7459	8.6597
O	-2.4817	-3.2642	8.7204
O	4.9062	0.4208	9.0318
O	4.4793	-3.9244	15.078
O	-0.6026	-0.7075	28.6877
O	4.9991	4.5454	28.6779
O	5.5869	9.0472	27.8749
O	4.8732	-2.5947	12.8177
O	5.5246	2.7836	10.0395
O	-2.4942	1.407	19.0316
O	-1.6353	5.7376	27.7031
O	-1.1271	1.1282	13.6739
O	2.2153	1.9052	28.6957
O	0.9214	9.3064	22.3992
O	0.5256	2.06	20.573
O	3.9297	-0.1032	17.9583
O	3.5019	6.3141	27.5699
O	3.648	1.9474	16.2916
O	3.1605	2.4177	8.7951
O	-1.2209	9.4727	23.9581
O	-2.8711	3.6702	23.1193
O	7.2158	4.5115	11.0635
O	3.0576	9.0739	26.9194
O	-1.5738	-3.5775	15.1579
O	5.1654	10.0306	21.6201
O	2.3117	4.4261	26.1383
O	7.947	-1.5708	16.0621
O	3.5848	7.9997	17.8767
O	1.9279	-1.5774	10.9202
O	3.7852	4.4545	15.3709
O	3.5373	1.5779	11.2296
O	7.3253	0.4727	14.4635
O	2.6594	2.0089	23.6578
O	2.5	-5.0269	13.539
O	-2.5754	-5.1291	13.1165
O	-2.6622	3.0164	14.6639
O	4.3178	-2.8452	10.3617
O	-2.8089	5.2636	25.3337
O	-2.8037	2.6457	25.5782
O	-1.4769	8.2041	17.7822
O	-0.0983	9.2809	19.8872
O	0.7295	2.4457	25.4579
O	5.9689	5.0772	8.7587
O	0.3838	3.5849	27.8282
O	-1.8866	1.0838	16.3135
O	1.5752	0.3026	16.6353
O	5.9748	4.0164	24.6461
O	5.4548	-1.3675	15.1003
O	-2.6792	7.3235	23.3517
O	6.8958	-3.3558	14.2595
O	5.7638	1.3871	19.2209
O	8.0505	3.3426	17.2946
O	2.3254	-1.9329	15.5706
O	7.5092	8.9537	25.3396
O	2.314	8.3899	20.3593
O	-0.2464	-0.3296	11.6738
O	4.1446	0.343	27.7717
O	4.15	-4.1976	7.7788
O	2.3313	1.8495	18.6266
O	6.6258	2.6904	27.7734
O	6.3352	0.2709	16.9477
O	-0.8552	4.4807	16.0506
O	1.0706	4.6481	20.8061
O	1.4207	3.2569	15.7974
O	0.719	8.3371	27.573
O	6.9704	8.1491	21.2925
O	4.1529	5.8709	24.9325
O	1.0643	8.2588	17.7191
O	-1.3722	3.7572	20.9766
O	0.3864	3.2187	22.9537
O	-1.3874	1.3901	8.0001
O	2.7159	6.0381	19.4075
O	0.3599	0.6244	23.6198
O	2.2278	-2.7624	8.7115
O	5.0696	1.5952	22.6505
O	-0.0067	6.6412	19.4813
O	-1.3055	7.381	25.5931
O	5.8378	6.2083	22.9785
O	6.7539	-3.8133	11.3152
O	7.2518	0.7237	21.306
O	4.1193	4.114	22.8275
O	-0.3378	-1.338	15.7261
O	-1.7218	-4.7042	10.7641
O	7.6244	5.4141	15.6179
O	6.9904	0.4332	26.3284
O	6.7495	-0.121	23.6802
O	4.5132	-5.0823	11.8222
O	1.0074	4.676	18.0454
O	2.5271	4.039	11.6339
O	2.1928	-4.4859	16.1193
O	1.0491	1.8871	12.2361
O	-2.0337	1.3383	27.8311
O	3.0922	2.4954	13.7554
O	1.1675	9.5053	25.0987
O	3.1252	2.3786	21.0609
O	-3.1331	5.6658	21.3291
O	4.7425	7.6463	20.23

Results
free energy: -155247.141 eV
free energy less fixed offsets of O -568.88, Si -635.61 eV per atom: -4.741 eV

Forces (eV/angstrom), in the order of the atoms: element, x, y, z
Si	0.1043	-0.1351	-0.0807
Si	0.0961	-0.141	-0.014
Si	-0.1824	0.0737	0.021
Si	-0.0596	0.1111	0.0121
Si	-0.0737	0.0083	0.0106
Si	-0.0716	0.1196	-0.028
Si	0.0499	-0.11	-0.0097
Si	0.081	-0.04	-0.0868
Si	0.0301	-0.011	0.0816
Si	0.0803	0.0094	0.0389
Si	0.0392	0.0234	0.0508
Si	-0.037	0.0681	0.0368
Si	-0.0183	0.0034	0.0186
Si	-0.0831	0.0893	0.0064
Si	-0.019	0.0429	0.0731
Si	0.0244	-0.0753	0.061
Si	0.0427	-0.0156	-0.0114
Si	-0.0459	-0.0346	-0.0545
Si	-0.037	0.0246	-0.0673
Si	-0.0063	-0.0239	-0.114
Si	-0.0371	0.0373	-0.0426
Si	0.0635	-0.0613	-0.0516
Si	0.014	-0.0092	-0.1
Si	0.0308	0.0114	-0.0442
Si	0.1128	0.1744	-0.0997
Si	-0.1252	0.0167	-0.18
Si	-0.001	-0.0577	0.1396
Si	0.0751	-0.0475	0.1881
Si	0.0463	-0.0191	0.3654
Si	-0.0173	0.0642	0.0633
Si	-0.0984	-0.1365	-0.1123
Si	0.0154	0.0483	0.0189
Si	-0.0399	0.1402	0.1784
Si	-0.0399	-0.1156	0.153
Si	-0.0784	-0.3055	-0.4138
Si	0.1197	0.2057	-0.5336
Si	0.0613	0.1221	-0.0639
Si	-0.1292	0.0309	0.0106
Si	0.0515	-0.0573	0.128
Si	-0.0237	0.0844	-0.0087
Si	0.0004	-0.0026	0.0377
Si	-0.045	-0.0092	0.0522
Si	-0.0189	-0.0494	0.0988
Si	0.0352	0.018	0.0551
Si	-0.0055	0.0142	0.0241
Si	0.0163	-0.0254	0.0513
Si	0.0081	0.0412	0.0345
Si	0.0326	-0.0194	0.0264
Si	-0.0614	0.0243	-0.0293
Si	0.0322	0.0941	-0.0203
Si	0.0368	-0.0216	-0.0517
Si	0.036	-0.0089	-0.0608
Si	0.0505	-0.023	-0.0492
Si	0.0201	-0.0307	-0.0506
Si	-0.0967	-0.0451	-0.0338
Si	-0.0407	0.025	-0.0205
Si	-0.0808	0.1372	0.0329
Si	-0.0762	0.0447	0.0141
Si	0.0876	-0.0644	0.0754
Si	0.0945	-0.0956	0.0073
Si	0.084	-0.0854	0.0771
Si	0.0711	-0.1406	0.0228
Si	-0.0469	0.0334	-0.1448
Si	-0.1026	0.1503	0.1008
Si	-0.011	-0.0676	-0.0168
Si	0.0543	0.0013	-0.0125
Si	-0.0861	-0.0451	-0.0039
Si	0.019	0.0812	0.001
Si	-0.0655	-0.01	0.0183
Si	0.0641	0.0968	-0.006
Si	-0.0489	-0.0925	-0.0055
Si	0.0749	0.0381	-0.0153
Si	-0.0069	-0.0048	-0.0349
Si	-0.0155	0.0397	-0.0082
Si	0.0022	0.0129	-0.0304
Si	0.0331	-0.0622	0.0022
Si	-0.0072	-0.018	-0.026
Si	0.0365	-0.006	0.0067
Si	0.0001	0.0256	-0.0388
Si	-0.0395	0.0122	-0.0119
Si	0.0162	-0.0084	0.0121
Si	0.0068	-0.0194	0.0327
Si	-0.0149	0.0305	0.0065
Si	-0.0027	0.0062	0.0171
Si	-0.0411	0.0346	0.0108
Si	-0.0205	0.005	0.0173
Si	0.0157	-0.0156	0.0127
Si	0.0209	-0.0126	0.032
Si	0.0098	0.0131	0.0172
Si	-0.0845	-0.0039	-0.0145
Si	0.0512	0.0183	0.0115
Si	0.0102	-0.0813	0.0045
Si	0.0301	-0.0195	0.0044
Si	0.03	-0.0089	0.0059
Si	0.0273	0.0892	-0.0029
Si	-0.0381	-0.0246	0.0085
Si	-0.0156	-0.0076	0.0393
Si	-0.0045	-0.0153	-0.0389
Si	0.0088	0.0052	-0.0537
Si	0.0007	0.0051	-0.095
Si	-0.004	-0.0051	-0.0911
Si	0.0077	0.007	0.027
Si	-0.0019	-0.0061	-0.0592
Si	0.0089	0.0092	0.0029
Si	0.0251	-0.0055	-0.0043
Si	0.0017	-0.014	-0.0153
Si	-0.01	-0.0087	0.0523
Si	-0.0028	-0.0153	-0.0305
Si	0.0304	-0.002	-0.0287
Si	0.0072	0.0038	0.0611
Si	0.0126	-0.0026	0.0124
Si	0.0013	0.0063	-0.0059
Si	-0.0133	-0.0145	-0.0469
Si	-0.0031	0.0085	-0.0175
Si	-0.0255	0.0058	-0.0081
Si	0.0013	-0.0027	0.046
Si	-0.0006	0.0043	0.065
Si	0.0063	0.001	0.0205
Si	-0.0102	0.0081	-0.0415
Si	-0.0028	-0.0141	-0.0447
Si	0.0054	-0.0038	0.0468
Si	-0.0006	0.0128	-0.0761
Si	0.0075	0.0079	-0.0685
Si	0.0101	-0.0007	0.0469
Si	-0.0144	-0.0084	0.0852
Si	-0.007	0.0088	-0.0232
Si	-0.0029	-0.001	0.0761
Si	0.0248	-0.0471	-0.0207
Si	0.0089	0.0159	0.1298
Si	0.0031	-0.0038	0.0549
Si	-0.0097	-0.0104	0.0627
Si	-0.0003	0.0024	0.0707
Si	-0.0029	-0.0011	0.0213
Si	0	-0.0056	-0.0316
Si	0.0113	-0.0046	0.0625
Si	0.0017	-0.0017	0.052
Si	0.0117	0.0124	-0.0192
Si	0.0081	0.0057	-0.0877
Si	0.0054	-0.0075	0.0223
Si	0.0022	-0.0211	-0.035
Si	0.0073	0.0021	0.0572
Si	0.0026	0.0016	0.0675
Si	0.0051	-0.0107	-0.0246
Si	0.0333	0.0145	-0.0857
O	0.0029	0.0008	-0.0475
O	-0.0133	-0.0011	0.022
O	-0.0425	0.0418	-0.0213
O	0.0139	-0.018	-0.0223
O	-0.0067	0.0141	-0.0402
O	-0.0038	-0.0027	0.0523
O	0.0042	-0.0015	-0.0225
O	-0.0191	0.0284	-0.0116
O	0.0126	0.0016	0.0572
O	-0.0046	0.0072	0.0477
O	0.0015	-0.0011	-0.0214
O	-0.0017	-0.0068	-0.0245
O	0.0053	0.0002	0.0045
O	0.0182	-0.0362	0.019
O	0.0081	-0.002	-0.0435
O	0.0044	-0.0085	-0.0673
O	0.0046	0.0042	-0.0812
O	-0.0261	0.0238	-0.0125
O	-0.0121	0.0008	0.0236
O	0.0049	-0.003	0.0373
O	-0.0166	0.0454	0.025
O	-0.0513	0.0346	0.0137
O	0.0032	0.0069	0.0148
O	0.005	0	-0.044
O	0.0033	-0.0023	-0.0133
O	-0.0071	0.0118	0.0447
O	-0.016	0.0024	0.0124
O	-0.0264	0.0167	0.0299
O	0.0125	-0.001	-0.0314
O	0.0007	-0.0022	-0.0317
O	0.0037	-0.0032	0.0018
O	-0.0032	0.0083	0.0283
O	0.0016	-0.0084	0.0258
O	0.0361	-0.0259	-0.0337
O	0.0062	0.0009	0.0126
O	-0.0032	0.0116	-0.0015
O	0.0016	-0.0009	-0.0293
O	-0.0041	-0.0032	0.0684
O	0.0071	0.0139	0.0261
O	-0.0046	-0.0106	-0.033
O	0.0107	-0.0123	0.0493
O	0.0042	0.007	0.0237
O	-0.0028	0.0058	0.0025
O	-0.0009	-0.0012	-0.0618
O	-0.006	-0.0101	0.0214
O	-0.0015	-0.0045	-0.0207
O	-0.0064	-0.0008	0.0101
O	0.0031	0.0049	0.0049
O	0.0064	0.0027	0.0166
O	-0.0044	0.0088	0.0167
O	-0.0031	-0.0124	0.0106
O	0.0092	-0.0002	-0.0365
O	-0.0073	-0.017	0.0314
O	-0.0069	0.0126	0.0347
O	0.0001	-0.004	0.0065
O	-0.0066	-0.0101	-0.0264
O	0.0031	-0.0037	0.0364
O	0.0279	-0.0171	0.0552
O	0.0149	-0.0057	0.07
O	-0.0033	-0.0056	0.0196
O	0.0033	0.001	0.0247
O	0.0036	0.0013	0.0155
O	0.0096	0.0161	0.0232
O	-0.0166	-0.0049	-0.0261
O	0.0111	0.0058	0.0249
O	0.0014	-0.0002	-0.0185
O	0.0017	-0.0077	0.0066
O	-0.0028	-0.0053	0.0253
O	-0.0168	0.037	0.031
O	0.0019	-0.0129	-0.0231
O	-0.0056	0.0176	0.0027
O	0.0176	-0.047	-0.0048
O	-0.0567	-0.0035	-0.0068
O	-0.001	0.0009	-0.0036
O	0.0541	-0.0511	-0.0166
O	0.0018	0.0025	0.0074
O	0.0098	-0.0009	0.0139
O	0.0075	0.0036	-0.0279
O	-0.0147	-0.0024	0.0291
O	0.0257	-0.0024	0.0203
O	0.0006	-0.0069	-0.0178
O	0.0021	-0.0064	0.0211
O	-0.0071	0.0027	0.0093
O	0.0118	0.0021	-0.0241
O	0.0052	0.0031	-0.0141
O	0.0391	-0.0075	-0.0295
O	0.0022	0.0021	-0.0087
O	0.0057	0.0052	0.0031
O	-0.0048	-0.0104	-0.0426
O	-0.0064	0.0012	-0.0167
O	-0.0009	0.0015	-0.0106
O	0.0051	-0.0035	0.0468
O	-0.0004	-0.0007	-0.0058
O	0.0002	-0.0043	-0.0333
O	0.0033	0.0037	-0.036
O	-0.0052	-0.0095	-0.0086
O	-0.0104	-0.0012	0.0238
O	0.0029	0.0018	-0.0465
O	0.0065	-0.0043	0.0173
O	0.0051	0.0208	0.0217
O	-0.0016	-0.0088	0.015
O	0.0007	0.0032	-0.0225
O	0.003	-0.0035	-0.0009
O	-0.0016	-0.0142	-0.023
O	-0.0076	0.0075	0.0267
O	-0.0039	-0.0036	-0.0165
O	-0.0876	0.0349	-0.0028
O	-0.0043	0.005	0.0282
O	0.0026	-0.0024	0.0413
O	-0.0073	-0.004	-0.0376
O	0.002	-0.0065	-0.0209
O	-0.0052	-0.0021	-0.0218

The program warned: the cutoff lies below the one the program advises for these potential files; the forces do not sum to zero within the program's tolerance; the exchange-correlation potential is rough where the density is thin.
